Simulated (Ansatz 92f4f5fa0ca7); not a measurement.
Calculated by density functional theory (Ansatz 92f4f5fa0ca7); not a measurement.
Periodic cell of 224 atoms, Si132O90As1H1, from a study of silicon, its oxide and their interface. The atomic structure is a simulated model.
Doubt: the cutoff is low for norm-conserving oxygen, so forces and energies are approximate.

Settings: functional HSE06; potential files SPMS norm-conserving; basis plane waves; wave-function cutoff 800 eV; density cutoff ratio 4; exchange-correlation grid ratio 1; k mesh 1 x 1 x 1, Gamma-centred; occupations fixed; spin none; net charge 0.

Cell vectors (angstrom)
a  10.938  0  0
b  0  10.938  0
c  0  0  33.2978

Atoms: element, x, y, z (angstrom)
Si  0.4387  -0.3432  25.9581
Si  5.3315  0.3138  25.7652
Si  2.95  2.4067  25.7627
Si  7.9467  3.0322  26.0391
Si  -0.2779  5.6226  25.742
Si  5.8455  5.3282  25.8429
Si  2.609  8.32  25.7088
Si  8.5701  8.0097  25.7757
Si  1.5059  1.2934  27.2461
Si  6.7888  1.4083  27.2483
Si  4.1126  4.1209  26.9955
Si  9.593  4.1474  27.2422
Si  1.3788  6.7829  27.0395
Si  6.9724  6.8764  27.166
Si  4.188  9.5439  27.0185
Si  9.6761  9.5286  27.1823
Si  2.8438  -0.092  28.5445
Si  8.2261  -0.0181  28.4961
Si  0.0426  2.6983  28.5096
Si  5.4067  2.7868  28.5307
Si  2.7458  5.4431  28.4441
Si  8.2283  5.4849  28.585
Si  0.0568  8.1369  28.5257
Si  5.5057  8.1979  28.4722
Si  4.1018  1.3673  29.8796
Si  9.5708  1.3673  29.8796
Si  1.3673  4.1018  29.8796
Si  6.8362  4.1018  29.8796
Si  4.1018  6.8362  29.8796
Si  9.5708  6.8362  29.8796
Si  1.3673  9.5708  29.8796
Si  6.8362  9.5708  29.8796
Si  0  0  31.2468
Si  5.469  0  31.2468
Si  2.7345  2.7345  31.2468
Si  8.2035  2.7345  31.2468
Si  0  5.469  31.2468
Si  5.469  5.469  31.2468
Si  2.7345  8.2035  31.2468
Si  8.2035  8.2035  31.2468
Si  1.3673  1.3673  32.6141
Si  6.8362  1.3673  32.6141
Si  4.1018  4.1018  32.6141
Si  9.5708  4.1018  32.6141
Si  1.3673  6.8362  32.6141
Si  6.8362  6.8362  32.6141
Si  4.1018  9.5708  32.6141
Si  9.5708  9.5708  32.6141
Si  2.7345  0  0.6835
Si  8.2035  0  0.6835
Si  0  2.7345  0.6835
Si  5.469  2.7345  0.6835
Si  2.7345  5.469  0.6835
Si  8.2035  5.469  0.6835
Si  0  8.2035  0.6835
Si  5.469  8.2035  0.6835
Si  4.1018  1.3673  2.0507
Si  9.5708  1.3673  2.0507
Si  1.3673  4.1018  2.0507
Si  6.8362  4.1018  2.0507
Si  4.1018  6.8362  2.0507
Si  9.5708  6.8362  2.0507
Si  1.3673  9.5708  2.0507
Si  6.8362  9.5708  2.0507
Si  0  0  3.418
Si  5.469  0  3.418
Si  2.7345  2.7345  3.418
Si  8.2035  2.7345  3.418
Si  0  5.469  3.418
Si  5.469  5.469  3.418
Si  2.7345  8.2035  3.418
Si  8.2035  8.2035  3.418
Si  1.3403  1.3681  4.8114
Si  6.7958  1.3873  4.769
Si  4.0432  4.1652  4.7453
Si  9.5635  4.1121  4.8182
Si  1.3615  6.842  4.8002
Si  6.8125  6.8413  4.7948
Si  4.0788  9.5742  4.8491
Si  9.5107  9.624  4.6862
Si  2.6321  -0.054  6.2361
Si  8.1564  -0.0031  6.0942
Si  -0.0267  2.7478  6.2203
Si  5.3437  2.7296  6.0502
Si  2.7303  5.5026  6.2281
Si  8.1321  5.4277  6.1772
Si  -0.1258  8.2257  5.9968
Si  5.4561  8.1951  6.2318
Si  3.7832  1.6236  7.421
Si  9.6911  1.1214  7.4509
Si  1.5972  3.8944  7.5343
Si  6.5165  4.204  7.423
Si  4.3887  6.5582  7.5908
Si  9.2657  7.1213  7.3579
Si  0.8979  9.7391  7.4391
Si  7.0767  9.3788  7.4941
O  9.6001  6.8098  25.2419
O  4.1383  1.3558  25.2367
O  8.1912  8.2381  7.9664
O  2.7063  2.7505  7.9983
O  6.893  4.1285  25.3689
O  1.4879  9.4807  25.2972
O  5.4872  5.3798  7.9332
O  -0.1162  0.0147  7.9058
O  6.9649  3.3803  8.7846
O  6.5477  10.1414  8.8688
O  10.1441  6.5547  8.6246
O  1.1225  8.8485  8.8067
O  4.605  1.0523  8.7162
O  1.0362  4.6185  8.9241
O  8.9241  1.5545  8.8515
O  3.9581  7.0357  9.1073
O  8.0396  8.8409  24.4447
O  8.7083  2.2936  24.807
O  5.4999  6.2668  24.5167
O  2.0021  2.8114  24.4643
O  10.7542  0.4434  24.6759
O  0.1927  4.7689  24.3976
O  7.2544  11.8815  20.686
O  6.2268  10.7809  24.4535
Si  9.6714  1.3624  23.916
Si  4.6053  6.4365  20.5653
Si  1.0533  8.8943  10.4342
Si  17.2738  5.2425  15.8467
Si  7.3158  2.1496  19.5808
Si  19.3052  14.3086  12.6059
Si  11.0215  4.969  16.819
Si  9.2336  -0.6152  16.4534
Si  15.4238  10.4979  19.0204
Si  12.6822  3.0169  18.2976
Si  8.3554  2.9341  9.5063
Si  2.9772  7.9643  18.4465
Si  11.5479  1.104  16.2714
Si  0.4343  13.6448  13.5271
Si  4.2784  2.4828  20.0239
Si  6.1245  2.4489  14.4328
As  7.3829  5.71  18.9196
Si  5.2164  10.7701  9.585
Si  15.166  6.5713  23.5427
Si  17.9282  10.2554  20.6718
Si  3.0758  4.3269  21.9448
Si  11.4628  9.5809  14.8222
Si  6.5624  11.5968  16.9784
Si  5.2717  8.2759  13.1014
Si  10.5336  5.2053  9.4345
Si  3.7206  6.9697  15.4722
Si  7.4853  10.1406  23.6206
Si  -2.1911  8.4747  18.8327
Si  -0.3867  6.7972  12.0587
Si  1.6173  10.9914  12.319
Si  11.0329  6.6972  19.04
Si  3.8428  8.1098  10.3194
Si  0.8124  3.4981  23.5603
Si  10.0666  3.7732  19.1454
Si  4.8508  11.2584  12.5474
Si  7.8166  6.285  13.4952
Si  1.3349  5.3941  14.1384
O  9.9468  7.7322  19.658
O  5.1074  1.7074  13.3809
O  11.4001  2.8271  19.3357
O  7.3869  12.4724  18.0812
O  4.1167  7.9735  14.2339
O  4.0281  0.8871  19.8485
O  2.3475  8.0449  10.9441
O  -1.0885  4.0221  17.505
O  7.7311  4.8892  12.6177
O  9.4583  -1.8331  17.511
O  5.7828  14.9051  14.9515
O  5.5068  9.9032  13.2177
O  10.7215  8.163  11.1666
O  17.6185  4.9363  17.4248
O  1.3258  10.6734  15.7513
O  6.0396  12.5158  15.7823
O  1.5889  7.368  19.1252
O  19.6174  3.1036  19.7688
O  7.5251  18.3915  18.4074
O  12.6241  1.7263  17.3129
O  3.234  11.0806  12.4327
O  3.2196  7.6198  24.3148
O  19.1517  9.6557  19.794
O  9.4276  4.0796  9.1116
O  11.974  9.8304  13.3129
O  3.886  2.9509  21.551
O  4.6826  7.1475  22.0656
O  1.1621  10.4745  10.8418
O  5.1213  6.2994  15.9103
O  18.5704  10.5482  16.343
O  -2.7853  2.7621  11.1058
O  6.6396  7.399  13.2872
O  5.8515  2.9073  19.7313
O  11.0371  5.1438  15.2198
O  16.1913  10.8726  17.6217
O  10.0964  11.6403  16.9465
O  0.3018  2.1522  15.0595
O  3.5645  5.0804  23.3175
O  14.0549  -3.2887  16.8482
O  11.7813  8.06  15.2668
O  5.5373  11.3768  11.0623
O  4.0967  -1.3488  9.6744
O  8.6534  11.2309  23.2188
O  4.8373  7.8497  11.5773
O  10.5931  2.4299  23.07
O  3.3785  5.3504  20.7089
O  7.6751  5.8491  15.0833
O  -0.4676  5.5325  11.0201
O  9.8462  9.8806  14.9984
O  0.9376  12.4414  12.5623
O  6.9479  9.6424  22.1716
O  1.541  3.9111  13.4666
O  4.2097  7.3428  19.2939
O  2.6964  5.8388  14.8944
O  9.9447  14.2321  13.0023
O  3.1702  9.5826  18.6968
O  9.2339  6.9536  13.0243
O  16.9996  5.807  20.1639
O  0.8932  6.4674  13.008
O  10.7986  6.4888  17.4149
O  16.5224  9.7845  19.9942
O  1.4915  4.0188  22.1637
O  10.6046  5.2468  19.7375
O  23.3858  4.3837  17.4042
O  14.1523  3.1597  18.9678
O  7.5901  2.454  13.7126
H  11.3282  7.7221  16.0684

Results
free energy: -57940.891 eV
free energy less fixed offsets of As -2657.37, H -15.86, O -447.96, Si -113.29 eV per atom: 3.019 eV
gap between the highest filled and lowest empty level on this k mesh: 1.216 eV

The program warned: the cutoff lies below the one the program advises for these potential files; the forces do not sum to zero within the program's tolerance; the exchange-correlation potential is rough where the density is thin.
